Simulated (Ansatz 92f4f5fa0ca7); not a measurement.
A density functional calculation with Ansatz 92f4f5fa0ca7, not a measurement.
Periodic cell of 219 atoms, Si133O78H8, from a study of silicon, its oxide and their interface. The atomic structure is a simulated model.
This geometry differs little from another in the collection (a relaxation step or a small displacement).

Settings
functional: r2SCAN
potential files: Ansatz PAW
basis: plane waves
wave-function cutoff: 800 eV
density cutoff ratio: 5
exchange-correlation grid ratio: 1
k mesh: 1 x 1 x 1, Gamma-centred
self-consistency stop: 5e-08 eV per atom in the density residual
occupations: fixed
spin: none
net charge: 0

Cell vectors (angstrom)
a	10.938	0	0
b	0	10.938	0
c	0	0	31.5446

Atoms and the computed forces on them: element, x, y, z (angstrom), force x, y, z (eV/angstrom)
Si	0.5248	10.4982	24.2581	-0.1249	0.2267	-0.3858
Si	6.1297	10.5069	23.9553	0.0217	0.0516	-0.3122
Si	2.258	3.2153	24.1725	0.0363	-0.0523	-0.1241
Si	7.7416	3.291	24.1753	0.0518	-0.0607	-0.1391
Si	0.5396	4.9761	24.1493	-0.0542	0.0385	-0.1314
Si	5.9744	4.9916	24.1692	-0.043	0.0486	-0.1113
Si	2.3507	8.7393	24.0772	0.1293	-0.0935	-0.3635
Si	7.7294	8.6226	24.1217	0.0344	-0.1217	-0.374
Si	1.4039	1.3955	25.4683	-0.0186	-0.0551	-0.0134
Si	6.8785	1.3852	25.3371	-0.0019	0.0061	-0.0174
Si	4.1204	4.0939	25.3744	0.0025	-0.0023	0.0139
Si	9.607	4.1352	25.387	0.0032	-0.0095	0.0097
Si	1.4431	6.8568	25.321	0.0024	0.0152	0.0095
Si	6.8394	6.8348	25.4128	0.0065	0.0174	-0.0026
Si	4.1929	9.6528	25.2667	-0.0296	-0.0264	0.0162
Si	9.5924	9.525	25.3634	0.0183	0.0111	-0.0171
Si	2.8189	0.02	26.7529	0.0382	0.0946	0.0518
Si	8.246	0.0144	26.7355	0.0494	0.0341	0.047
Si	-0.0426	2.7122	26.7813	-0.0205	-0.0355	0.0351
Si	5.442	2.6788	26.7437	-0.0339	-0.0271	0.0339
Si	2.7897	5.5035	26.7455	0.036	0.0378	0.05
Si	8.2526	5.5062	26.7705	0.0246	0.0527	0.0421
Si	0.0024	8.1417	26.7378	-0.0515	-0.0334	0.0455
Si	5.4303	8.2019	26.7342	-0.0169	-0.0335	0.0241
Si	4.1018	1.3673	28.1264	0.1669	-0.0433	0.5666
Si	9.5708	1.3673	28.1264	-0.108	-0.1244	0.4252
Si	1.3673	4.1018	28.1264	0.0346	0.1447	-0.3385
Si	6.8362	4.1018	28.1264	0.0431	-0.1039	-0.4366
Si	4.1018	6.8362	28.1264	0.0122	0.2264	0.3021
Si	9.5708	6.8362	28.1264	0.2139	0.0586	0.4853
Si	1.3673	9.5708	28.1264	0.1825	-0.0875	-0.4848
Si	6.8362	9.5708	28.1264	0.0034	0.0599	-0.3965
Si	0	0	29.4936	-0.0212	0.0679	-0.0347
Si	5.469	0	29.4936	-0.01	0.096	0.0232
Si	2.7345	2.7345	29.4936	0.0469	-0.0166	-0.0401
Si	8.2035	2.7345	29.4936	-0.0248	-0.0587	-0.0037
Si	0	5.469	29.4936	-0.0093	0.0599	0.0223
Si	5.469	5.469	29.4936	0.0161	0.068	-0.0316
Si	2.7345	8.2035	29.4936	0.0018	-0.0367	0.0085
Si	8.2035	8.2035	29.4936	0.0673	0.0134	-0.0387
Si	1.3673	1.3673	30.8609	0.0194	0.0127	-0.0107
Si	6.8362	1.3673	30.8609	0.032	0.0003	-0.0026
Si	4.1018	4.1018	30.8609	-0.0645	-0.0309	-0.0159
Si	9.5708	4.1018	30.8609	-0.002	-0.0431	-0.0184
Si	1.3673	6.8362	30.8609	0.0174	0.011	-0.0033
Si	6.8362	6.8362	30.8609	0.0327	-0.0052	-0.0071
Si	4.1018	9.5708	30.8609	-0.0107	-0.0319	-0.0187
Si	9.5708	9.5708	30.8609	-0.0213	-0.0232	-0.0032
Si	2.7345	0	0.6835	0.0373	0.0223	0.0106
Si	8.2035	0	0.6835	0.0203	0.061	0.0051
Si	0	2.7345	0.6835	-0.0394	-0.0005	0.0225
Si	5.469	2.7345	0.6835	-0.0064	-0.0151	0.0036
Si	2.7345	5.469	0.6835	0.0258	0.0367	-0.0025
Si	8.2035	5.469	0.6835	0.0209	0.019	0.0119
Si	0	8.2035	0.6835	-0.001	-0.0419	0.0099
Si	5.469	8.2035	0.6835	-0.0495	0.0154	0.0175
Si	4.1018	1.3673	2.0507	-0.0452	0.0364	0.0253
Si	9.5708	1.3673	2.0507	-0.0787	-0.05	0.0081
Si	1.3673	4.1018	2.0507	0.0589	-0.0339	-0.0071
Si	6.8362	4.1018	2.0507	0.0373	-0.0622	0.015
Si	4.1018	6.8362	2.0507	-0.0863	-0.0572	-0.0061
Si	9.5708	6.8362	2.0507	-0.0164	0.025	0.0272
Si	1.3673	9.5708	2.0507	0.003	-0.0181	0.0345
Si	6.8362	9.5708	2.0507	0.0635	-0.0139	-0.008
Si	0	0	3.418	-0.2322	-0.1407	0.3162
Si	5.469	0	3.418	0.04	-0.0316	0.3804
Si	2.7345	2.7345	3.418	0.0378	0.0989	-0.6455
Si	8.2035	2.7345	3.418	-0.1963	-0.0715	-0.5204
Si	0	5.469	3.418	0.0032	0.0608	0.3928
Si	5.469	5.469	3.418	-0.0945	0.1541	0.5117
Si	2.7345	8.2035	3.418	-0.0176	-0.2844	-0.2553
Si	8.2035	8.2035	3.418	-0.0468	0.0201	-0.3994
Si	1.3885	1.4022	4.7376	0.0408	0.0282	-0.0223
Si	6.8511	1.4111	4.8027	0.033	0.0306	-0.035
Si	4.0414	4.0805	4.7907	-0.035	-0.0473	-0.028
Si	9.5175	4.075	4.7661	-0.0314	-0.05	-0.0432
Si	1.3776	6.8712	4.831	0.0316	0.0299	-0.0309
Si	6.8619	6.9	4.8103	0.0528	0.0218	-0.0209
Si	4.1016	9.4977	4.7869	-0.0612	-0.0008	-0.0384
Si	9.5136	9.5278	4.8156	-0.0432	-0.0381	-0.0388
Si	2.6852	-0.0486	6.0506	0.0379	0.0203	0.0023
Si	8.1704	0.0034	6.1988	-0.0132	0.0051	-0.0026
Si	-0.0255	2.7097	6.0988	0.0038	0.0167	-0.0054
Si	5.4141	2.7392	6.1733	0.0061	0.0028	-0.0124
Si	2.7081	5.4461	6.2184	0.0013	-0.0077	-0.0118
Si	8.1733	5.4583	6.1554	0.0063	0.0027	-0.0011
Si	-0.0617	8.1765	6.2416	0.0103	-0.0014	-0.0039
Si	5.4994	8.2267	6.2748	-0.0085	-0.0208	-0.0167
Si	4.4338	0.8826	7.3208	-0.2431	0.0552	0.3487
Si	10.0617	0.8744	7.368	-0.0355	0.0552	0.1269
Si	0.8084	4.5114	7.3947	0.0299	-0.1844	0.3727
Si	6.3219	4.581	7.3829	0.0442	-0.0461	0.1278
Si	4.5899	6.3244	7.4104	-0.0442	0.0498	0.1441
Si	9.9822	6.2818	7.4758	-0.1134	0.023	0.3651
Si	0.8599	10.0678	7.3678	0.0548	-0.0376	0.1278
Si	6.3117	10.1802	7.5323	0.1047	0.0223	0.3589
H	9.7601	1.2456	8.7929	0.0335	-0.0368	-0.1571
H	1.2504	9.7845	8.7906	-0.0373	0.0358	-0.16
H	4.2583	6.6367	8.8406	0.0467	-0.038	-0.1635
H	6.6892	4.2393	8.7973	-0.0315	0.0406	-0.1505
O	9.5085	6.4451	9.0669	-0.034	0.1286	0.0289
O	0.9727	3.8566	8.9169	0.135	0.168	0.0966
O	3.6232	1.1677	8.7441	0.2193	0.0495	0.1438
O	6.7187	10.1725	9.1615	-0.0278	-0.2282	0.0394
H	0.1838	5.2872	22.7249	0.036	-0.0354	0.1516
H	2.5916	2.8317	22.7618	-0.0417	0.0356	0.1561
H	5.6435	5.3373	22.7452	0.0402	-0.0332	0.1564
H	8.086	3.0011	22.7504	-0.0313	0.0215	0.1477
O	11.0328	0.2072	22.8058	-0.1395	-0.0809	-0.0605
O	2.9231	8.4132	22.5346	-0.2163	0.1256	-0.1031
O	6.1074	10.8919	22.2891	0.3036	0.0598	0.0124
O	7.8998	8.061	22.5612	0.0979	0.0966	-0.1134
Si	3.9781	10.5576	19.0368	0.0041	-0.0568	-0.0287
Si	8.3236	7.7593	21.0411	0.0205	-0.0498	0.0636
Si	6.5749	4.8063	17.9369	0.0892	-0.0351	0.0381
Si	3.9477	9.3055	14.583	-0.0401	-0.0152	0.0081
Si	10.9357	9.207	19.9511	-0.0211	0.056	-0.0201
Si	3.5803	1.4954	10.3186	0.0697	-0.0158	-0.0748
Si	2.6986	1.3456	16.9266	0.0091	-0.0694	-0.002
Si	9.2551	5.5625	19.4372	0.0079	-0.0787	0.066
Si	4.9364	7.7897	12.0771	0.0074	0.0038	-0.0069
Si	9	6.9886	10.5057	0.0259	0.0063	-0.0719
Si	7.7295	1.423	15.5836	-0.0525	-0.0594	0.0391
Si	7.1312	0.5102	21.1201	0.0805	0.0271	0.033
Si	2.559	7.4095	16.4148	0.0453	0.0076	0.0182
Si	10.2354	0.6712	21.4984	0.0721	0.0816	0.0911
Si	10.6168	7.717	17.439	-0.0373	0.0403	-0.0591
Si	3.921	6.438	18.883	-0.0706	0.0746	-0.0147
Si	2.4707	6.2831	12.0078	0.0521	-0.0204	-0.0513
Si	5.8746	2.5746	11.9305	0.044	-0.0132	-0.1367
Si	0.1863	8.2452	12.4997	-0.0047	0.0001	-0.0236
Si	6.9655	5.3172	12.1768	-0.0913	-0.0064	-0.0182
Si	1.4739	3.8173	10.4476	-0.0128	0.0235	-0.0484
Si	6.7358	9.7333	16.1121	0.0641	0.0908	0.0004
Si	2.987	4.9685	14.5923	0.0887	0.076	-0.0024
Si	8.9038	8.2358	14.8449	-0.099	0.045	0.0419
Si	-0.0791	4.0845	14.9973	-0.011	-0.0005	0.0648
Si	2.1238	10.8164	12.5091	0.0377	0.0484	-0.0213
Si	5.5142	2.4151	19.5609	-0.0238	-0.0097	0.0367
Si	7.9525	5.3775	15.0165	-0.0274	0.0874	-0.0824
Si	6.6456	9.1997	19.0016	-0.0609	-0.0716	-0.0337
Si	10.9745	2.968	19.8636	-0.0153	0.0437	0.1081
Si	4.8749	2.4714	14.9251	-0.0184	0.0663	-0.0157
Si	2.938	3.5715	19.2126	-0.065	0.0436	0.0744
Si	2.8047	8.4734	20.917	-0.019	-0.0058	0.1142
Si	10.672	2.0782	16.9589	0.0237	0.1089	0.0838
Si	6.9892	9.4668	10.6024	-0.0525	-0.0141	-0.0257
Si	0.0455	2.0989	12.6142	-0.0389	-0.0348	0.0034
Si	8.2543	0.8273	12.4668	0.0445	0.0587	-0.0347
O	8.8578	6.2311	20.8736	-0.0503	0.3335	-0.4455
O	4.8252	0.9855	19.2253	-0.0399	0.0086	0.0329
O	9.8682	6.6241	18.3709	0.0253	0.0658	0.0594
O	6.0652	6.6509	12.1982	-0.0587	-0.0454	-0.0454
O	0.3334	3.1685	11.419	0.3065	-0.1365	0.1073
O	5.1966	9.7271	15.5571	0.0902	-0.105	-0.0903
O	7.1124	8.8612	17.4597	-0.2121	0.3356	0.0353
O	10.42	2.261	21.2106	0.1124	-0.302	-0.3606
O	6.0671	3.2592	18.2517	-0.0768	0.1855	0.2773
O	5.0533	9.3763	18.7594	0.1614	0.308	0.1604
O	8.0511	0.8755	14.0846	-0.0649	0.1638	-0.0159
O	7.0894	0.3082	16.573	0.0648	-0.1551	-0.4548
O	2.9324	2.7031	17.8222	-0.0589	-0.1568	0.1497
O	3.5636	7.293	11.3207	0.0649	-0.1566	0.5315
O	0.0904	3.607	16.5405	-0.1531	-0.3521	-0.3389
O	2.8106	2.9058	10.5917	-0.1892	-0.1573	-0.0838
O	8.6357	0.4622	21.7393	0.0124	0.0231	-0.2637
O	1.3619	1.2294	13.0261	-0.1667	-0.1075	-0.3075
O	7.9059	4.9234	18.8386	0.0174	0.1814	-0.0984
O	1.3186	7.107	12.8401	0.039	0.0769	-0.3185
O	10.4767	2.9058	13.9362	0.2418	0.0987	-0.0345
O	9.1869	1.7857	16.2828	0.03	0.0268	-0.0303
O	6.4411	2.4761	15.481	-0.0641	-0.2711	-0.1505
O	4.5463	8.1607	13.6079	-0.1102	0.2242	-0.158
O	7.2966	4.7061	13.6757	0.0964	0.3448	-0.0226
O	3.7509	7.2529	20.312	-0.234	0.1508	-0.2792
O	1.2177	8.2961	20.544	0.0975	0.3389	-0.0962
O	2.969	10.91	17.7975	0.253	0.3072	0.125
O	5.0503	2.2142	13.3125	0.1958	0.1748	0.0672
O	4.2723	3.315	20.144	-0.0055	-0.1968	-0.5484
O	7.758	9.3809	14.8932	0.0267	-0.1942	0.3779
O	7.4195	2.0866	11.8974	-0.2136	-0.2536	0.2502
O	10.5425	2.0511	18.5766	0.2052	0.3016	-0.1037
O	10.0261	8.4591	13.6906	-0.0216	-0.1491	-0.0112
O	1.0045	7.0875	16.7436	0.0767	0.2768	0.1048
O	1.7818	5.3618	10.8694	0.1139	-0.1851	0.2671
O	9.6593	8.2178	16.2589	0.0268	-0.1863	-0.102
O	10.2937	7.7048	11.2098	-0.1365	-0.0526	0.2177
O	5.118	1.7207	10.7828	-0.2559	0.1726	0.2207
O	1.0923	1.2298	16.486	0.0584	0.3351	0.2571
O	2.7308	8.7643	15.5307	0.3172	-0.2744	-0.019
O	3.8262	1.4354	15.7053	-0.0151	0.2474	0.1372
O	5.4181	5.881	18.439	-0.1166	-0.1699	-0.0105
O	10.9577	10.8002	20.2672	-0.2301	-0.2358	0.2752
O	7.7717	10.4043	11.7012	-0.1006	0.1217	-0.0832
O	8.3506	5.7336	11.374	-0.2275	0.2722	0.0205
O	10.374	4.4522	19.7307	-0.1611	-0.1421	-0.0956
O	6.6864	2.0387	20.647	-0.2401	-0.3729	-0.2159
O	3.2317	6.1944	15.6003	-0.3138	0.0251	-0.076
O	7.2055	10.5426	19.7493	-0.2156	-0.1508	0.1692
O	2.8963	5.1612	18.8732	0.3396	-0.1026	0.0771
O	6.0129	4.1547	11.5208	0.2149	-0.1353	0.3667
O	3.1899	9.9819	20.3514	0.1109	-0.2844	-0.2531
O	1.0194	9.6305	12.2486	0.0967	-0.055	0.1845
O	2.8597	0.249	11.0973	-0.0117	0.3174	0.2262
O	3.2579	10.438	13.6262	-0.1171	-0.2341	-0.0645
O	7.0765	7.9673	19.9834	0.2671	0.3193	0.0039
O	10.9554	9.0342	18.3335	-0.1091	-0.4017	0.2495
O	4.0926	3.8916	15.0912	-0.0909	-0.1302	-0.1967
O	7.9383	6.9507	14.6616	0.3074	-0.1071	0.1525
O	3.3869	7.527	17.7982	-0.1184	-0.3327	-0.104
O	7.0729	5.0562	16.3747	0.1345	0.0112	0.035
O	7.862	8.1293	10.3018	0.0662	0.0357	0.1914
O	1.642	3.1141	20.0611	-0.082	0.0731	-0.3962
O	9.5523	8.7273	20.6348	0.0174	-0.1422	-0.1232
O	9.8282	1.0577	12.1311	-0.1096	0.2554	0.2999
O	1.3882	4.6255	14.5718	0.0335	-0.0606	0.1128
O	3.3156	5.3447	13.045	-0.3482	0.1974	0.1549
O	5.5435	9.0514	11.2503	0.2657	-0.2789	0.0843
O	9.5608	5.0626	15.0749	-0.0823	-0.1829	-0.0407

Results
free energy: -129686.526 eV
free energy less fixed offsets of H -15.71, O -570.45, Si -639.56 eV per atom: -4.266 eV

The program warned: the cutoff lies below the one the program advises for these potential files; the forces do not sum to zero within the program's tolerance; empty levels may hold ghost states of the PAW files; the exchange-correlation potential is rough where the density is thin.
